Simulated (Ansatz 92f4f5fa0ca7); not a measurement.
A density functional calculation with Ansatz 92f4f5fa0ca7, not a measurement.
Periodic cell of 226 atoms, Si134O92, from a study of silicon, its oxide and their interface. The atomic structure is a simulated model.
Doubt: the cutoff is low for norm-conserving oxygen, so forces and energies are approximate.
This geometry differs little from another in the collection (a relaxation step or a small displacement).

Settings
functional: HSE06
potential files: SPMS norm-conserving
basis: plane waves
wave-function cutoff: 800 eV
density cutoff ratio: 4
exchange-correlation grid ratio: 1
k mesh: 1 x 1 x 1, Gamma-centred
occupations: fixed
spin: none
net charge: 0

Cell vectors (angstrom)
a 10.938 0 0
b 0 10.938 0
c 0 0 32.6528

Atoms: element, x, y, z (angstrom)
Si -0.2141 0.138 25.1746
Si 5.2422 0.1536 25.1888
Si 2.9812 2.3595 25.2157
Si 8.531 2.4363 25.2402
Si -0.3018 5.584 25.2788
Si 5.2595 5.5575 25.046
Si 3.0906 7.9154 25.1296
Si 8.425 7.8297 25.2296
Si 1.375 1.2631 26.5281
Si 6.8525 1.3211 26.477
Si 4.1114 4.0288 26.4521
Si 9.5674 4.0281 26.6406
Si 1.3986 6.7981 26.4134
Si 6.8185 6.6979 26.4863
Si 4.1526 9.4873 26.5348
Si 9.5577 9.4969 26.4833
Si 2.7577 -0.0757 27.8853
Si 8.2057 -0.0474 27.8588
Si 0.0673 2.6917 27.9079
Si 5.5117 2.7262 27.8533
Si 2.742 5.4295 27.8294
Si 8.1866 5.4174 27.9141
Si 0.0514 8.1847 27.8395
Si 5.5348 8.1529 27.8768
Si 4.1018 1.3673 29.2346
Si 9.5708 1.3673 29.2346
Si 1.3673 4.1018 29.2346
Si 6.8362 4.1018 29.2346
Si 4.1018 6.8362 29.2346
Si 9.5708 6.8362 29.2346
Si 1.3673 9.5708 29.2346
Si 6.8362 9.5708 29.2346
Si 0 0 30.6018
Si 5.469 0 30.6018
Si 2.7345 2.7345 30.6018
Si 8.2035 2.7345 30.6018
Si 0 5.469 30.6018
Si 5.469 5.469 30.6018
Si 2.7345 8.2035 30.6018
Si 8.2035 8.2035 30.6018
Si 1.3673 1.3673 31.9691
Si 6.8362 1.3673 31.9691
Si 4.1018 4.1018 31.9691
Si 9.5708 4.1018 31.9691
Si 1.3673 6.8362 31.9691
Si 6.8362 6.8362 31.9691
Si 4.1018 9.5708 31.9691
Si 9.5708 9.5708 31.9691
Si 2.7345 0 0.6835
Si 8.2035 0 0.6835
Si 0 2.7345 0.6835
Si 5.469 2.7345 0.6835
Si 2.7345 5.469 0.6835
Si 8.2035 5.469 0.6835
Si 0 8.2035 0.6835
Si 5.469 8.2035 0.6835
Si 4.1018 1.3673 2.0507
Si 9.5708 1.3673 2.0507
Si 1.3673 4.1018 2.0507
Si 6.8362 4.1018 2.0507
Si 4.1018 6.8362 2.0507
Si 9.5708 6.8362 2.0507
Si 1.3673 9.5708 2.0507
Si 6.8362 9.5708 2.0507
Si 0 0 3.418
Si 5.469 0 3.418
Si 2.7345 2.7345 3.418
Si 8.2035 2.7345 3.418
Si 0 5.469 3.418
Si 5.469 5.469 3.418
Si 2.7345 8.2035 3.418
Si 8.2035 8.2035 3.418
Si 1.3712 1.4318 4.876
Si 6.8141 1.413 4.7621
Si 4.0977 4.0579 4.7526
Si 9.567 4.0985 4.763
Si 1.3161 6.9348 4.7652
Si 6.7547 6.9422 4.7246
Si 4.0433 9.6311 4.8614
Si 9.5364 9.5948 4.7592
Si 2.7571 0.1289 6.3616
Si 8.1701 0.0404 6.0828
Si -0.0023 2.8419 6.2642
Si 5.5018 2.7715 6.1964
Si 2.709 5.4859 5.9671
Si 8.1306 5.5368 5.9277
Si -0.0361 8.337 6.2066
Si 5.4428 8.2702 6.2047
Si 4.5127 1.2236 7.6995
Si 9.6268 1.2754 7.4333
Si 1.1135 4.6119 7.4681
Si 6.6283 4.5011 7.3718
Si 4.247 6.5796 7.3197
Si 9.602 6.6715 7.287
Si 0.9993 10.0344 7.5929
Si 6.6731 9.8352 7.5025
O 9.634 1.3066 24.7494
O 4.1629 6.7408 24.6626
O 4.0974 1.2464 24.7227
O 9.5595 6.7242 24.7676
O -0.1752 5.595 7.6429
O 5.5674 0.004 7.9904
O -0.1568 0.2156 7.8806
O 5.4216 5.5305 7.8127
O 7.473 4.0696 8.7001
O 8.7238 7.0144 8.621
O 1.4025 9.5653 9.1095
O 8.793 1.7949 8.7411
O 7.4096 9.2653 8.8528
O 4.2892 1.9493 9.1676
O 3.2906 7.0441 8.5733
O 1.8254 4.8409 8.9493
O 7.9651 3.221 23.9337
O 0.1818 4.6282 24.0482
O 2.2727 2.9855 23.8898
O 5.8979 4.8373 23.6851
O 5.9128 10.4031 23.8621
O 2.614 8.8129 23.838
O 0.4819 10.3942 23.8511
O 7.6768 8.4246 23.9078
Si -2.6901 6.2709 21.0059
Si 8.6588 5.7878 18.1777
Si -0.4302 1.8872 14.4994
Si -5.3748 7.8684 20.7421
Si 3.3116 7.195 16.4019
Si 15.3885 5.4275 11.4847
Si 1.404 9.4074 22.9475
Si 8.2395 -2.0534 17.7258
Si -2.941 2.8702 9.6466
Si 0.5074 8.7342 10.1772
Si 6.649 9.2569 22.9941
Si 2.6724 9.8952 17.3825
Si 11.3374 5.6935 13.5426
Si -0.0893 7.7616 21.0136
Si 7.5026 2.3287 20.4049
Si 8.4377 8.2646 9.6025
Si 0.7161 -2.11 13.2424
Si 16.3066 9.2098 16.4855
Si 10.7193 2.3349 20.7574
Si 3.0821 5.0444 14.2169
Si 6.2504 4.0803 18.1706
Si 1.111 -0.5458 20.1575
Si 5.2073 3.5445 15.3528
Si 4.8581 12.2533 13.2809
Si 7.4387 5.0587 14.0459
Si 2.2706 6.2767 9.5904
Si 9.288 10.0704 14.9996
Si 1.0798 3.6995 23.0886
Si 3.9363 -5.1536 19.1541
Si 6.4414 -1.0428 13.7551
Si 2.1772 11.0734 14.5757
Si 9.9788 4.6202 15.8407
Si 5.0737 2.5504 10.4724
Si 9.272 3.7049 12.3142
Si -4.1645 7.3505 12.1519
Si 7.148 10.1883 20.2348
Si 7.1411 4.1199 22.888
Si 12.1983 4.9592 20.469
O 7.4826 6.5106 13.3462
O 0.5457 6.4158 20.3685
O 9.8391 4.9982 17.3975
O 13.1425 10.8924 16.1926
O 5.6732 -4.4747 11.3905
O 5.6083 3.3096 16.898
O 5.7019 -0.8507 15.1804
O 7.2082 5.286 17.6715
O 9.1103 2.2626 20.6082
O -1.647 7.4615 21.2783
O 7.7747 3.9802 12.8846
O 4.4805 1.9757 11.8586
O -2.9312 -1.1065 14.0672
O 4.837 4.1429 10.5981
O 11.1278 2.5785 22.3167
O 10.4424 9.2789 14.2056
O 5.5146 8.2839 22.3179
O -0.0183 5.6968 15.1051
O 12.6288 4.7195 13.4676
O -0.4213 3.112 15.5712
O 1.8886 10.1908 21.593
O -4.0958 6.9033 20.5563
O -6.6383 9.9623 17.4414
O 0.1196 9.0883 20.0826
O 2.0366 -0.6213 18.8154
O 6.0605 8.6024 12.8708
O 5.1202 4.6936 19.1436
O 9.8845 8.9378 9.8165
O 4.302 7.0532 20.1325
O 1.0153 1.2158 14.2532
O 7.5404 9.8723 21.7835
O 5.5099 2.2892 14.3961
O 8.0719 5.3035 22.2803
O 6.0555 4.8016 14.8035
O 4.179 5.1517 13.0439
O 6.7022 -2.1322 17.2673
O 11.6987 7.2147 13.1643
O 9.9447 2.4492 13.0836
O 3.6765 6.2422 17.6366
O 6.7861 3.1231 21.6438
O 1.9779 9.6067 13.891
O -0.7426 5.0287 12.5905
O 0.5714 8.1125 22.4451
O 9.0641 3.4023 10.7467
O 6.6672 2.2367 10.3292
O 5.8166 9.2788 19.967
O 0.9951 7.1955 9.9823
O 3.6293 3.9002 15.221
O -2.402 4.8442 15.1854
O 11.3187 3.6616 20.0015
O 5.9898 0.2326 12.9029
O 11.3295 0.9187 20.208
O 3.0788 6.0464 10.9466
O 2.6007 5.0347 19.6074
O -2.1438 7.3873 17.9797
O 2.8086 6.3597 15.1226
O 4.6864 -3.0662 15.9125
O 0.6596 9.279 11.6881
O 1.7141 4.6953 21.9958
O 9.5633 0.7196 15.0862
O -2.1483 5.4212 19.7459
O 6.9055 11.7751 20.2143
O 7.1408 3.0511 19.0149
O 9.108 9.5408 16.5254
O 3.5324 0.7036 13.9439
O 7.843 7.8243 11.035
O 8.2466 9.7538 19.1076
O 2.3013 8.3606 16.9378

Results
free energy: -56397.335 eV
free energy less fixed offsets of O -447.96, Si -113.29 eV per atom: -4.155 eV
gap between the highest filled and lowest empty level on this k mesh: 1.206 eV

The program warned: the cutoff lies below the one the program advises for these potential files; the forces do not sum to zero within the program's tolerance; the exchange-correlation potential is rough where the density is thin.
